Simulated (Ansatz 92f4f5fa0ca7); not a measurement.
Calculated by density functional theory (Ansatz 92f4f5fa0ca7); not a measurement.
Periodic cell of 179 atoms, Si99O80, from a study of silicon, its oxide and their interface. The atomic structure is a simulated model.

Settings
functional: r2SCAN
potential files: Ansatz norm-conserving
basis: plane waves
wave-function cutoff: 1300 eV
density cutoff ratio: 4
exchange-correlation grid ratio: 1
k mesh: 2 x 2 x 1, shifted by 0.5 0.5 0.5 of a step
self-consistency stop: 5e-08 eV per atom in the density residual
occupations: Fermi-Dirac, 0.05 eV
spin: none
net charge: 0

Cell vectors (angstrom)
a  11.5403  0  0
b  0  11.5403  0
c  -0.3263  -1.4886  22.7395

Atoms: element, x, y, z (angstrom)
Si  4.9101  0.1894  -2.555
Si  6.8963  2.5082  -3.3759
Si  5.9614  8.8113  -2.371
Si  8.4911  10.0409  -1.181
Si  11.6059  2.5264  -0.575
Si  5.7415  6.9768  0.1126
Si  12.2791  0.3249  -0.7088
Si  3.8331  3.0559  0.3516
Si  1.6674  6.9121  0.3064
Si  8.3003  -0.632  1.5428
Si  8.3977  3.259  1.5498
Si  9.6922  7.4413  0.1454
Si  10.6866  10.8794  1.7583
Si  10.012  2.7325  -3.2677
Si  11.3778  7.0465  1.7191
Si  3.6721  0.7795  0.278
Si  1.6409  4.0529  -1.2411
Si  3.7303  7.1869  1.3838
Si  7.6219  1.2967  2.7158
Si  7.7487  5.1138  2.8309
Si  7.6328  8.9848  2.7954
Si  11.3294  1.2343  3.0145
Si  11.3833  5.0131  2.9214
Si  11.3549  8.9546  3.0133
Si  3.7499  0.13  2.5581
Si  3.6508  5.1746  2.6673
Si  3.6902  9.1636  2.793
Si  5.5336  1.1133  3.8848
Si  5.6425  4.9818  3.9082
Si  5.6313  8.9386  4.0536
Si  9.4008  1.2736  4.326
Si  9.5326  5.0914  4.3753
Si  9.4397  8.878  4.3527
Si  13.4659  1.0492  4.0839
Si  13.4122  5.0358  4.192
Si  13.3806  8.8167  4.209
Si  5.544  -0.6684  5.4077
Si  5.5656  3.1069  5.3171
Si  5.6387  6.9057  5.2483
Si  9.3722  -0.6791  5.6342
Si  9.5153  3.1352  5.7391
Si  9.5843  6.9751  5.7567
Si  13.29  -0.8373  5.5322
Si  13.5243  3.1143  5.5657
Si  13.4521  6.911  5.6615
Si  7.3514  -0.7534  6.8353
Si  7.4113  3.1329  6.8392
Si  7.4656  6.8556  6.7212
Si  11.366  -0.7395  6.8666
Si  11.5781  3.1547  6.9701
Si  11.5547  6.9465  7.1079
Si  3.6709  -0.9111  6.9182
Si  3.9155  3.3305  7.0071
Si  3.992  6.962  6.9101
Si  6.8441  1.1749  8.0836
Si  6.9656  5.0584  8.1491
Si  7.1371  8.7517  7.9962
Si  11.3929  -2.5863  8.2791
Si  11.8852  1.1436  8.1228
Si  11.1439  5.0188  8.4333
Si  4.4704  1.6696  8.6125
Si  0.8082  5.339  11.3505
Si  4.6777  8.8424  8.2034
Si  9.8385  2.0236  10.4582
Si  4.4974  5.2608  8.5207
Si  2.0996  10.1135  10.2342
Si  12.3439  2.4678  12.1213
Si  8.964  4.9168  9.4422
Si  9.683  6.9296  11.5931
Si  4.115  8.8071  10.4963
Si  3.7771  6.4139  10.809
Si  2.5635  11.8641  8.6577
Si  1.1979  -0.3431  13.1501
Si  5.3639  11.8488  12.9907
Si  6.7273  2.8435  14.0789
Si  3.4637  11.297  15.1501
Si  9.2617  8.9786  9.1906
Si  3.5839  2.272  11.415
Si  11.3117  3.6613  19.2264
Si  7.8981  0.1221  9.8799
Si  4.4979  4.6938  13.1688
Si  10.5112  -2.6239  19.8693
Si  5.9213  -1.5112  11.6526
Si  7.4996  7.0251  15.9861
Si  -1.1542  -1.4372  14.8231
Si  10.9124  6.1124  21.1648
Si  7.3764  5.559  24.1833
Si  2.8803  4.9749  15.9527
Si  5.2003  5.8043  17.6616
Si  6.1687  2.5455  22.0617
Si  2.2968  1.9754  16.6742
Si  8.7651  4.1397  15.599
Si  2.7435  11.1029  17.8919
Si  6.5244  2.9891  17.0213
Si  8.0679  8.614  13.5443
Si  11.4977  0.2568  17.1487
Si  11.4958  5.1769  16.5554
Si  -1.0754  1.5723  24.3216
Si  10.1969  8.0249  16.9781
O  12.0477  -0.2498  -2.2465
O  4.7441  0.4593  -0.9651
O  7.6066  2.1922  22.7323
O  3.1837  3.5723  -1.0742
O  7.7454  10.9981  -0.0799
O  8.4841  2.2545  -3.4284
O  13.8179  0.1088  -0.2471
O  11.4011  -0.6471  0.2626
O  5.1156  1.7761  23.0096
O  3.5804  10.5363  16.5932
O  3.2911  3.8864  1.64
O  6.5741  -0.641  10.4301
O  9.0614  -0.9728  9.5588
O  12.4582  4.0825  12.4186
O  10.7813  1.3063  9.3549
O  12.039  4.8057  9.8459
O  12.72  -0.767  17.5273
O  4.6458  5.9539  12.147
O  9.1197  -2.115  20.5607
O  10.6124  -4.2031  20.1676
O  10.4956  8.9903  18.2419
O  2.9133  1.1961  17.9721
O  1.5229  5.4243  -0.3655
O  0.6715  1.6813  16.7087
O  5.3077  6.2391  19.2132
O  6.1112  1.105  -3.1818
O  10.306  4.2561  -3.7572
O  5.999  4.158  13.4563
O  5.4585  8.201  -0.9546
O  12.5712  1.2991  13.2617
O  5.7538  4.1242  21.9942
O  10.7553  8.7287  15.6214
O  -0.3336  6.3959  11.8482
O  12.469  -2.393  9.5755
O  2.3639  -0.9021  14.1467
O  2.7677  3.4995  16.6141
O  10.9158  6.5882  17.0698
O  1.9948  2.1507  11.0182
O  9.5555  8.2035  10.6073
O  3.6982  5.0428  14.5468
O  8.6198  1.0798  10.9692
O  4.5194  2.4796  10.1057
O  2.2176  6.1312  11.248
O  3.6821  3.5448  12.3928
O  7.1556  7.9574  14.7146
O  5.1977  -1.3773  -2.784
O  4.9237  11.2948  14.4687
O  8.3096  3.2393  14.2972
O  12.5305  2.8127  19.9021
O  10.7984  2.3115  11.7127
O  8.1184  3.3804  16.9067
O  1.5173  10.7437  11.6344
O  -0.1649  -1.1061  13.5917
O  11.8605  4.3037  17.8585
O  9.1188  3.3374  9.8738
O  6.1356  6.8092  16.8054
O  9.0647  7.4366  13.0087
O  6.4976  3.5367  -2.2056
O  12.8746  5.458  15.7267
O  8.9009  9.8817  14.183
O  10.5356  -0.2337  15.9213
O  7.5306  9.1833  -2.1809
O  7.0747  9.0976  12.3701
O  10.3788  2.5951  -1.7048
O  6.4905  1.5129  13.1794
O  9.3093  9.0361  -0.1875
O  10.9028  1.8263  -4.272
O  10.8568  4.7955  20.253
O  8.587  7.7916  16.9176
O  2.9616  1.2874  15.365
O  3.5597  0.4592  -3.437
O  3.6883  5.8817  17.0472
O  6.1972  1.7147  17.9479
O  5.7126  4.2718  17.5703
O  8.8404  5.7231  10.9003
O  8.0852  5.6045  15.4841
O  6.0324  2.5772  15.5314
O  10.3746  4.3506  15.6856
O  4.0457  0.9501  12.2415
O  12.4152  6.4162  21.7984

Results
free energy: -48779.419 eV
free energy less fixed offsets of O -463.61, Si -117.95 eV per atom: -13.569 eV
pressure: -1.70 GPa
stress xx, yy, zz, yz, xz, xy (GPa, positive in tension): 2.36, 0.98, 1.75, 0.09, 0.37, -0.19

Forces (eV/angstrom), in the order of the atoms: element, x, y, z
Si  -0.0011  0.0564  -0.6107
Si  0.0389  -0.0628  -0.3997
Si  -0.1272  -0.0889  -0.257
Si  0.085  -0.0594  -0.2945
Si  -0.8656  0.121  -0.2558
Si  -0.0396  0.2298  -0.2117
Si  -0.0164  -1.0221  -0.3845
Si  0.1575  0.3618  -0.3926
Si  -0.0525  0.0188  -0.4277
Si  -0.5743  0.1436  -0.4102
Si  -0.2253  0.1127  -0.3476
Si  -0.3954  0.1736  0.1797
Si  0.7188  -0.1052  -0.0791
Si  -0.1718  -0.0901  -0.5028
Si  -0.1578  -0.1785  0.4596
Si  -0.0981  -0.4352  -0.5639
Si  0.1837  0.9552  -0.41
Si  0.0392  0.0566  -0.2359
Si  0.1686  0.0401  0.0061
Si  -0.1148  0.1359  0.1585
Si  0.2953  -0.0539  0.0845
Si  -0.0722  -0.0432  -0.2878
Si  -0.1106  -0.0463  -0.1823
Si  0.004  0.0319  -0.0081
Si  -0.0357  -0.0254  0.3393
Si  -0.1587  -0.1976  -0.0304
Si  0.0528  -0.0219  0.1162
Si  0.1652  0.073  0.0109
Si  0.0912  -0.0476  -0.108
Si  -0.139  -0.0442  0.1422
Si  0.0011  -0.1158  0.127
Si  0.1836  -0.1498  0.0402
Si  -0.0163  0.0682  0.08
Si  -0.0236  0.0029  0.027
Si  -0.0824  -0.0256  0.1777
Si  -0.3008  0.1736  0.1022
Si  0.0858  -0.1823  0.0942
Si  0.1458  -0.0458  -0.1271
Si  0.2892  0.1426  -0.0193
Si  -0.1738  -0.0722  -0.0234
Si  -0.1241  0.125  -0.0546
Si  -0.0668  0.0666  -0.217
Si  0.2764  -0.269  -0.1584
Si  0.0927  -0.0207  -0.139
Si  0.0319  0.0763  0.0319
Si  0.0279  0.0462  -0.3889
Si  -0.0966  -0.362  -0.0075
Si  -0.1883  0.0127  -0.1576
Si  0.0711  0.1433  -0.2863
Si  -0.1825  -0.032  -0.3818
Si  0.1277  -0.0335  -0.1957
Si  -0.0965  0.1316  0.0419
Si  -0.0659  -0.1373  0.2253
Si  -0.0083  -0.0901  0.3875
Si  -0.0645  0.0207  0.1256
Si  -0.032  0.1341  -0.0898
Si  -0.0691  -0.003  -0.0818
Si  0.7691  -0.0081  0.428
Si  -0.4718  0.1873  0.4576
Si  0.601  0.0662  0.3342
Si  0.0182  0.2074  0.5847
Si  0.0145  0.1141  0.5308
Si  0.0522  0.0195  -0.2539
Si  0.2149  -0.0161  0.3421
Si  0.0368  0.1051  -0.3615
Si  -0.1029  -0.1517  0.4425
Si  0.0745  -0.1138  0.3149
Si  -0.6791  -0.5182  0.9452
Si  0.0637  0.0576  0.2982
Si  -0.1758  -0.0972  -0.0345
Si  -0.0789  -0.1463  0.4483
Si  0.5145  0.0311  -0.0913
Si  -0.0312  -0.0118  0.3017
Si  -0.0415  0.3672  0.5722
Si  0.0592  0.1279  0.1713
Si  -0.015  -0.045  0.0657
Si  -0.9836  0.4149  0.9394
Si  0.0905  0.038  -0.1478
Si  -0.1301  0.1492  -0.2844
Si  -0.1897  0.1093  -0.0492
Si  0.1075  0.0278  0.2821
Si  -0.1138  0.1396  -0.5041
Si  0.3196  -0.2257  0.2032
Si  -0.0213  0.0487  0.1134
Si  0.1156  0.0289  0.2323
Si  0.3463  -0.3293  -0.7195
Si  0.0988  -0.1756  -0.2053
Si  -0.0775  0.1276  0.1595
Si  0.0118  -0.0496  -0.1253
Si  0.2779  0.2818  -0.3911
Si  -0.0064  0.197  -0.0326
Si  0.1665  0.0036  -0.0386
Si  0.0155  -0.1496  0.0708
Si  -0.0818  -0.0454  0.1132
Si  0.0422  0.0221  0.5204
Si  -0.1658  -0.1138  -0.116
Si  -0.0638  0.0694  -0.1794
Si  0.2513  0.2101  0.5285
Si  -0.0698  -0.0182  -0.1867
O  0.0094  0.0767  0.5455
O  -0.4302  0.1699  0.6168
O  0.0099  -0.0766  0.2519
O  0.1768  0.0169  0.3491
O  0.4659  -0.2088  0.4914
O  0.1246  0.1797  0.1935
O  0.0383  0.2303  -0.0951
O  -0.2182  0.1335  0.0197
O  -0.2233  0.078  0.0403
O  -0.2224  0.3961  0.0235
O  0.1459  0.1431  -0.0358
O  0.318  -0.3159  -0.0164
O  -0.0976  0.082  0.0346
O  -0.0394  0.1307  -0.4215
O  0.193  -0.124  -0.0611
O  -0.4219  -0.0287  -0.4202
O  0.1251  0.3295  -0.0042
O  -0.2573  0.0414  -0.3512
O  0.03  -0.2729  0.3263
O  0.0704  0.1292  0.1694
O  -0.0039  -0.1069  0.3827
O  -0.1766  -0.2926  -0.2799
O  0.0921  -0.5336  -0.188
O  0.215  -0.2136  0.138
O  0.083  0.179  0.1093
O  -0.2459  -0.069  0.3186
O  0.238  -0.1189  0.2608
O  -0.1474  -0.1725  -0.0158
O  0.2325  -0.2146  0.0778
O  0.0547  -0.0394  -0.4117
O  -0.1088  -0.3775  0.1892
O  -0.1871  0.1776  -0.0044
O  -0.1006  -0.0693  -0.3109
O  -0.2886  0.0444  -0.6266
O  0.0069  0.2406  -0.0498
O  -0.11  -0.0137  -0.1561
O  -0.0595  -0.0257  0.0039
O  -0.0455  0.1397  0.2565
O  0.1436  -0.0718  -0.2004
O  0.0852  -0.1137  -0.1922
O  0.2904  0.0831  -0.0327
O  -0.0599  -0.0647  -0.0318
O  0.2296  -0.0281  -0.2082
O  0.0335  -0.2248  -0.1106
O  0.2312  0.0268  -0.2251
O  0.0913  0.0838  0.3012
O  0.0087  0.1648  -0.427
O  -0.3654  0.0884  0.2458
O  -0.0465  0.0808  0.4259
O  0.0035  -0.0168  -0.3741
O  -0.1889  0.0915  -0.2495
O  0.0439  -0.0806  -0.386
O  0.0972  0.1006  0.0164
O  -0.1189  -0.077  0.2259
O  0.1333  0.1396  -0.0488
O  0.0074  -0.1976  0.0645
O  0.0364  0.0996  -0.3162
O  -0.0572  0.0057  0.3843
O  0.0796  -0.2053  0.1795
O  -0.027  -0.2833  -0.2248
O  0.2178  -0.1577  0.0083
O  0.0755  0.0566  0.3522
O  -0.3041  0.2347  -0.3932
O  0.4086  -0.0618  0.2189
O  -0.3994  -0.3201  -0.0892
O  -0.1291  0.5425  -0.0152
O  0.0395  0.2128  0.2617
O  0.2342  -0.0284  -0.0422
O  0.1712  -0.0948  -0.1568
O  0.0361  -0.2552  0.1477
O  0.1335  0.0471  0.1419
O  0.1174  -0.1722  -0.0429
O  0.1298  0.0725  0.2148
O  0.0531  0.0813  -0.13
O  0.3061  -0.1198  -0.6159
O  -0.0163  -0.0043  0.0681
O  0.2125  0.1766  -0.1677
O  -0.071  0.1174  0.1728
O  0.1201  0.0574  -0.0437
O  -0.3756  -0.1559  0.0471

The program warned: the forces do not sum to zero within the program's tolerance.
